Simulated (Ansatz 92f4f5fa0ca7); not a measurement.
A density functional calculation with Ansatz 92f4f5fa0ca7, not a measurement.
Periodic cell of 181 atoms, Si99O82, from a study of silicon, its oxide and their interface. The atomic structure is a simulated model.

Settings: functional PBE; potential files Ansatz PAW; basis plane waves; wave-function cutoff 700 eV; density cutoff ratio 5; exchange-correlation grid ratio 2; k mesh 2 x 2 x 1, shifted by 0.5 0.5 0.5 of a step; self-consistency stop 5e-08 eV per atom in the density residual; occupations Fermi-Dirac, 0.05 eV; spin none; net charge 0.

Cell vectors (angstrom)
a	11.5983	0	0
b	0	11.5983	0
c	-5.0946	1.366	24.9179

Atoms and the computed forces on them: element, x, y, z (angstrom), force x, y, z (eV/angstrom)
Si	6.2989	1.4374	1.5929	0.0973	-0.1626	0.131
Si	7.3281	5.0521	0.2651	-0.7724	0.7909	0.2873
Si	6.6439	7.8578	-0.5176	0.1327	0.0836	-0.2173
Si	9.232	2.5831	-1.0975	-0.1834	-0.1453	-0.5058
Si	-1.9333	5.3737	-0.052	0.6791	0.1037	-0.3782
Si	-2.6733	8.2331	-0.6204	-0.1624	0.1549	-0.3358
Si	1.7271	1.1633	-0.5349	0.4805	0.0208	-0.4818
Si	2.2489	6.336	0.7384	0.4152	-0.2768	0.1523
Si	1.0226	9.7854	-1.1915	-0.234	-0.2851	-0.2087
Si	11.3873	1.5144	0.9517	-0.3135	-0.0304	0.0652
Si	11.5198	5.545	1.4903	0.0213	-0.1138	0.014
Si	10.8775	9.2067	1.4871	0.0877	0.0366	-0.1671
Si	3.8645	1.3062	1.7272	-0.023	0.1945	-0.1435
Si	3.8447	5.2464	2.1321	-0.1054	0.0554	-0.3376
Si	3.665	8.777	2.088	-0.2578	-0.4186	-0.2295
Si	7.0653	2.785	-0.2194	-0.2814	-0.4343	-0.4672
Si	6.2732	5.214	2.259	-0.2044	0.128	-0.214
Si	6.0467	8.7977	1.6361	0.1257	0.2908	0.199
Si	11.3226	3.3952	2.5619	-0.0503	0.2081	0.2777
Si	11.0877	7.302	3.0013	-0.0609	-0.013	0.3805
Si	10.9572	11.2687	2.6111	0.0806	-0.0657	0.1321
Si	3.3445	3.171	3.0578	0.094	0.3247	0.0309
Si	3.438	7.0431	3.595	0.0795	-0.1076	0.4449
Si	3.2405	10.9378	2.9939	0.0086	0.0439	0.2259
Si	6.9913	3.1624	3.0689	-0.0561	-0.0053	0.3231
Si	6.8542	7.2065	3.2659	0.0607	0.0965	0.241
Si	6.9513	10.9268	2.6507	-0.114	-0.0956	-0.123
Si	9.2205	3.365	3.8655	0.0242	0.0585	0.0204
Si	8.9992	7.2946	4.3089	0.0779	0.0131	0.0049
Si	8.9935	11.1749	4.0603	-0.0288	0.0523	-0.0947
Si	1.4103	3.335	4.337	-0.1272	-0.0717	-0.1217
Si	1.3531	7.1862	4.6072	-0.0616	0.0083	-0.015
Si	1.1336	11.139	4.2339	0.1555	-0.0649	-0.0833
Si	5.1532	3.1916	4.5111	-0.1879	-0.0874	-0.2739
Si	5.2504	7.013	4.9972	-0.1973	0.2282	0.0943
Si	5.2748	10.7938	4.3279	0.034	-0.0117	-0.3035
Si	9.1275	1.6003	5.4445	0.1584	-0.001	0.199
Si	9.1302	5.1753	5.4369	0.006	0.1686	-0.3402
Si	8.9269	9.3302	5.6524	0.0485	-0.2541	-0.0563
Si	1.2112	1.4504	5.7294	0.024	0.0459	0.4436
Si	1.4562	5.1569	5.9253	0.0261	-0.0638	-0.0148
Si	1.2552	9.25	5.7515	0.098	0.0306	-0.2536
Si	5.164	1.1572	5.5555	-0.1592	-0.0652	0.1265
Si	5.1966	4.9165	6.0619	-0.0918	0.0836	-0.2599
Si	5.2163	9.0818	6.0527	-0.121	-0.0004	-0.2135
Si	10.8429	2.4785	7.0248	-0.1328	-0.2554	0.0055
Si	10.9526	4.986	6.9273	-0.0835	-0.0791	-0.0996
Si	10.8622	9.1925	6.9772	0.0627	0.5476	-0.1295
Si	3.2324	0.6983	6.8391	0.1207	0.0478	-0.2833
Si	3.4436	4.4653	7.5792	0.3695	-0.034	-0.126
Si	3.1828	9.8767	7.0228	0.136	-0.1553	0.5135
Si	7.1221	1.9578	6.6147	0.0943	-0.074	-0.0543
Si	7.3229	4.3508	6.7742	0.0813	-0.2665	0.3063
Si	7.1697	9.0474	7.3972	0.1677	0.0432	0.1231
Si	10.1976	2.4141	9.3785	0.3821	-0.1805	-0.4619
Si	10.4696	7.1341	8.1549	0.3379	-0.3436	0.3858
Si	1.0334	6.9142	12.38	0.384	0.0294	0.2586
Si	2.7373	0.6385	10.034	0.4319	1.0244	0.4224
Si	3.6107	3.9227	11.8415	0.1362	-0.0819	0.3469
Si	3.9706	6.7448	11.7852	-0.099	0.246	0.1008
Si	6.3939	1.4286	8.755	-0.1884	0.143	0.0611
Si	7.223	4.9495	9.0631	-0.0589	-0.2032	-0.1915
Si	7.2653	9.9377	11.0655	0.1772	0.1972	0.2865
Si	7.8955	2.7819	10.0497	-0.2904	0.0027	0.4985
Si	8.1924	7.1426	8.9242	-0.5033	0.1357	-0.3763
Si	6.3581	10.6251	9.0378	0.0468	0.1461	-0.2515
Si	11.4046	-0.36	9.4015	-0.0578	-0.1875	0.1457
Si	12.0789	4.0236	11.4248	0.0901	0.054	0.465
Si	10.8682	8.5272	10.7562	0.2287	0.0182	0.454
Si	3.942	2.161	8.54	-0.1139	-0.4578	0.2819
Si	4.8536	5.1054	9.424	-0.354	0.3674	0.3943
Si	4.0438	10.3154	9.696	-0.0921	-0.5921	0.1148
Si	3.7114	0.6647	19.5416	-0.0647	-0.0187	-0.0813
Si	7.7451	1.0187	12.6498	-0.1693	-0.0833	0.2286
Si	5.2551	-0.0777	14.22	-0.2109	-0.0069	0.0593
Si	2.8896	1.5087	13.1429	0.1843	-0.0164	0.2355
Si	5.0487	5.7048	19.5979	0.0828	0.0872	0.006
Si	-0.8549	1.0706	21.2865	0.0531	0.0697	-0.0805
Si	5.3448	9.2637	12.2	-0.2743	-0.2043	0.2798
Si	9.6426	1.0966	15.1383	0.1093	0.2021	0.1913
Si	5.4967	-0.4834	17.3739	0.0265	0.0103	-0.0627
Si	8.0448	6.3435	16.606	-0.146	0.0561	0.2529
Si	5.873	8.0249	18.0229	0.1394	-0.0304	-0.0091
Si	9.9006	7.7282	16.323	0.0959	0.1573	-0.0241
Si	6.506	7.9497	20.8402	0.0091	-0.1341	-0.1484
Si	0.0513	5.8841	14.8661	0.1168	-0.0102	0.0541
Si	8.887	8.4332	22.774	0.0337	-0.0877	-0.363
Si	5.2359	-0.8971	21.8579	-0.0253	-0.0775	-0.367
Si	8.9497	6.7254	13.958	0.4646	-0.0615	0.2349
Si	8.6055	8.0405	11.0735	-0.0355	-0.0822	0.4795
Si	7.6052	4.0595	18.841	-0.0993	0.1341	-0.0548
Si	0.3557	2.9845	14.2726	0.0159	-0.0401	0.3278
Si	9.084	3.4678	21.5059	0.3371	-0.1374	-0.279
Si	-0.273	9.8593	21.8897	-0.2243	-0.0088	-0.2348
Si	0.7623	-0.4907	19.4088	0.062	0.1344	-0.0507
Si	8.1547	1.0613	17.7139	-0.0686	-0.0339	-0.0583
Si	10.4136	-0.8742	17.2115	0.0178	-0.0283	-0.1147
Si	0.3876	3.5353	22.1027	-0.025	-0.0562	-0.1386
Si	3.2114	3.5702	20.8181	-0.0989	-0.064	-0.2622
O	-1.4666	1.5557	-0.1839	0.49	-0.0731	0.3961
O	11.8213	9.2838	0.1349	0.0675	0.033	0.1799
O	-2.2189	8.926	0.8107	-0.102	-0.0718	0.141
O	3.1262	1.5372	0.241	0.0241	-0.1478	0.1606
O	2.6117	7.962	0.997	0.0669	0.2361	-0.1328
O	10.4068	0.8454	9.8596	-0.0581	-0.0251	0.142
O	11.4056	7.5557	9.5171	-0.301	0.0254	-0.1767
O	4.4131	6.4988	10.2245	0.2437	-0.1282	-0.179
O	3.1636	9.3234	8.647	0.2016	0.5164	-0.2151
O	7.9584	-0.3457	11.8003	-0.0111	-0.0871	-0.1142
O	10.9423	10.5592	7.9857	-0.0882	-0.2518	-0.1167
O	11.9925	5.6333	11.5875	-0.0852	-0.0025	-0.2133
O	0.0151	8.1477	12.1634	-0.1852	0.1022	-0.2071
O	2.4734	7.3708	11.7834	-0.075	-0.0317	-0.0475
O	1.3044	0.2884	9.2996	-0.4225	-0.1436	0.0472
O	2.085	3.7296	11.2899	-0.0992	-0.0409	-0.1587
O	4.6147	3.8795	10.5582	0.173	-0.0615	-0.3227
O	4.0524	9.6757	11.2456	0.1585	0.2841	-0.5382
O	3.6944	4.9246	20.0362	-0.0468	-0.0437	0.0651
O	5.8931	2.8	-1.3946	0.0701	0.0984	0.0592
O	5.5995	9.1956	21.3482	-0.0517	0.097	0.1463
O	6.5028	6.2084	-0.6775	0.1543	-0.1491	-0.1882
O	5.8948	8.5639	-1.8121	0.1772	-0.2349	0.3964
O	0.1268	1.9241	22.2855	-0.0835	0.0163	0.0637
O	-1.6342	4.0781	-1.087	-0.0655	0.0458	0.253
O	9.1007	2.0621	-2.667	0.1334	0.0097	0.1859
O	-1.8386	6.825	-0.8782	-0.0611	-0.1484	0.0369
O	-2.4078	9.2192	-1.9057	0.0258	-0.0033	0.1933
O	11.4501	3.3208	12.759	0.0169	-0.0185	-0.3452
O	-1.1762	-0.3705	21.95	0.0708	-0.0189	0.0818
O	9.3751	1.9147	21.0208	-0.0645	0.0572	0.1418
O	6.7312	7.3159	16.837	-0.003	-0.0887	-0.0445
O	9.4406	0.1025	18.1283	-0.0055	-0.0469	0.0105
O	8.945	7.4093	24.0437	-0.1176	0.1953	0.0449
O	1.9381	8.5435	-1.6636	-0.0136	0.0848	0.0522
O	7.8381	2.4766	18.4788	-0.0274	0.0264	0.002
O	6.0421	4.5227	19.0281	0.0534	-0.0045	-0.007
O	11.2751	3.4553	10.1333	-0.2377	-0.1127	-0.1186
O	9.4498	8.1072	14.7446	-0.1125	-0.146	0.0684
O	7.9167	5.9274	14.986	-0.0024	0.0788	-0.0804
O	0.6299	4.3675	15.1288	-0.0527	0.0331	-0.0831
O	11.2926	10.0919	10.5431	0.0076	-0.0442	-0.0952
O	10.2954	5.7601	13.9387	-0.2662	0.0726	-0.1795
O	2.4613	0.9383	11.6665	-0.2167	-0.3488	-0.3598
O	10.3456	8.5677	22.0494	0.082	0.0576	0.1202
O	-0.0495	0.8434	19.8892	-0.0634	-0.0329	0.0786
O	6.332	0.9089	13.4867	0.1232	0.0693	-0.1635
O	5.0775	7.6721	12.5261	0.1336	0.0618	-0.0468
O	4.7101	0.0001	20.6257	0.0826	-0.0502	0.1959
O	3.8804	5.3338	12.6001	-0.0558	-0.0871	-0.0201
O	4.3417	0.4382	18.0569	0.0107	-0.0014	0.0058
O	10.0407	9.1211	17.1781	0.0078	-0.0645	-0.0762
O	-1.0364	4.1984	21.6287	-0.0516	0.0022	0.1276
O	4.7422	6.9053	18.4922	0.0363	-0.0052	-0.0287
O	5.3448	-1.6009	13.6564	0.063	-0.0254	-0.1329
O	5.5302	-0.1545	15.7982	0.023	0.0212	-0.0056
O	3.7196	0.41	13.9881	0.0325	-0.0238	-0.0436
O	8.4293	1.5015	16.1607	0.0056	-0.0512	-0.0224
O	0.3134	-0.8062	17.8722	-0.061	-0.018	0.0041
O	0.0182	10.1125	-2.442	0.129	0.0374	0.2861
O	3.938	2.7472	12.8991	-0.1187	0.0507	-0.1615
O	9.0155	1.0489	13.6587	-0.0233	-0.0375	-0.1914
O	10.3229	-0.3022	15.6729	0.0093	-0.068	0.0454
O	1.8477	11.1437	-0.8686	-0.0403	0.2359	0.0949
O	7.75	2.3564	11.6931	0.1168	0.0988	-0.3821
O	8.3982	7.0625	12.4661	-0.0254	0.1541	-0.473
O	8.2988	4.2631	20.3177	0.0107	-0.0108	0.0939
O	1.2033	6.6447	13.9831	-0.115	-0.0262	-0.1236
O	2.3324	-0.1741	19.5171	-0.0152	-0.0393	0.0308
O	8.173	5.0485	17.6422	-0.0564	0.0527	-0.0976
O	0.446	-1.7531	20.4153	-0.0301	-0.045	0.1099
O	1.6665	2.0186	14.104	0.0454	-0.0137	-0.1613
O	7.8591	7.7926	21.6996	0.0405	0.0371	0.1481
O	1.7695	2.0244	-1.9777	-0.1969	-0.1428	0.4534
O	10.818	2.2171	15.1275	-0.0838	-0.0782	-0.0004
O	6.9146	0.0413	17.967	0.0704	-0.0079	0.035
O	5.7025	6.5158	20.8767	-0.0158	-0.0013	0.0312
O	1.5988	3.7496	21.0289	0.0271	0.0602	0.0481
O	3.4926	2.2397	19.9016	-0.0027	0.1001	0.0671
O	6.9099	8.2423	19.2787	-0.0548	0.0033	0.0791
O	5.2813	9.4961	17.6078	-0.0287	-0.0585	-0.0057
O	-0.309	6.7838	16.204	-0.0907	0.0993	-0.0336

Results
free energy: -109575.082 eV
free energy less fixed offsets of O -569.03, Si -635.61 eV per atom: 10.768 eV
pressure: -0.82 GPa
stress xx, yy, zz, yz, xz, xy (GPa, positive in tension): 0.5, 1.69, 0.28, -0.21, 0.09, 0.18

The program warned: the cutoff lies below the one the program advises for these potential files.
